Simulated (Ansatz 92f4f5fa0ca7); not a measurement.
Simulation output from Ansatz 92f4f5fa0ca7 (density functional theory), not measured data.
Periodic cell of 406 atoms, Si266O140, from a study of silicon, its oxide and their interface. The atomic structure is a simulated model.
Doubt: the cutoff is far below the 930 eV that the study's wrapper takes by default for these files, so forces and energies are approximate.
This geometry differs little from another in the collection (a relaxation step or a small displacement).

Settings
functional: PBE
potential files: Ansatz PAW
basis: plane waves
wave-function cutoff: 580 eV
density cutoff ratio: 5
exchange-correlation grid ratio: 1
k mesh: 1 x 1 x 1, Gamma-centred
self-consistency stop: 5e-08 eV per atom in the density residual
occupations: fixed
spin: none
net charge: 0

Cell vectors (angstrom)
a 15.4687 0 0
b 0 12.8259 0
c 0 0 35.8226

Atoms: element, x, y, z (angstrom)
Si 0.0125 1.1577 33.1549
Si 3.8371 1.1579 33.1745
Si 7.7314 1.156 33.1575
Si 11.5991 1.1564 33.1619
Si 1.9233 7.5648 33.1532
Si 5.7744 7.5687 33.1416
Si 9.6514 7.5689 33.1622
Si 13.5268 7.5686 33.1331
Si 1.9336 5.247 33.5557
Si 5.8008 5.247 33.5557
Si 9.6679 5.247 33.5557
Si 13.5351 5.247 33.5557
Si 0 11.6599 33.5557
Si 3.8672 11.6599 33.5557
Si 7.7343 11.6599 33.5557
Si 11.6015 11.6599 33.5557
Si 0 4.664 34.7925
Si 3.8672 4.664 34.7925
Si 7.7343 4.664 34.7925
Si 11.6015 4.664 34.7925
Si 1.9336 11.0769 34.7925
Si 5.8008 11.0769 34.7925
Si 9.6679 11.0769 34.7925
Si 13.5351 11.0769 34.7925
Si 0 2.332 35.2047
Si 3.8672 2.332 35.2047
Si 7.7343 2.332 35.2047
Si 11.6015 2.332 35.2047
Si 1.9336 8.745 35.2047
Si 5.8008 8.745 35.2047
Si 9.6679 8.745 35.2047
Si 13.5351 8.745 35.2047
Si 1.9336 1.749 0.6188
Si 5.8008 1.749 0.6188
Si 9.6679 1.749 0.6188
Si 13.5351 1.749 0.6188
Si 0 8.162 0.6188
Si 3.8672 8.162 0.6188
Si 7.7343 8.162 0.6188
Si 11.6015 8.162 0.6188
Si 0 5.83 1.031
Si 3.8672 5.83 1.031
Si 7.7343 5.83 1.031
Si 11.6015 5.83 1.031
Si 1.9336 12.2429 1.031
Si 5.8008 12.2429 1.031
Si 9.6679 12.2429 1.031
Si 13.5351 12.2429 1.031
Si 1.9336 5.247 2.2678
Si 5.8008 5.247 2.2678
Si 9.6679 5.247 2.2678
Si 13.5351 5.247 2.2678
Si 0 11.6599 2.2678
Si 3.8672 11.6599 2.2678
Si 7.7343 11.6599 2.2678
Si 11.6015 11.6599 2.2678
Si 1.9336 2.915 2.68
Si 5.8008 2.915 2.68
Si 9.6679 2.915 2.68
Si 13.5351 2.915 2.68
Si 0 9.328 2.68
Si 3.8672 9.328 2.68
Si 7.7343 9.328 2.68
Si 11.6015 9.328 2.68
Si -0.3003 -0.0698 26.6555
Si 4.2108 -0.0792 26.6066
Si 7.3341 -0.0167 26.9069
Si 12.0276 -0.2484 26.6794
Si 2.254 6.1126 26.4663
Si 5.5072 6.4741 26.6071
Si 9.8463 5.9998 26.6279
Si 13.0678 6.2582 26.6959
Si 1.9583 3.7814 26.8607
Si 5.9348 4.0761 26.759
Si 9.7563 3.6911 27.0447
Si 13.5359 3.9115 26.8894
Si 0.0262 10.4377 26.953
Si 3.9116 10.4052 27.0222
Si 7.7592 10.5102 26.9959
Si 11.6946 10.2228 26.9551
Si 0.0094 3.421 28.1613
Si 3.9727 3.4377 28.0955
Si 7.728 3.4201 28.2021
Si 11.6967 3.2982 28.284
Si 1.942 9.8422 28.1876
Si 5.8448 9.8401 28.2523
Si 9.688 9.7956 28.1551
Si 13.6004 9.7502 28.2476
Si -0.0333 1.1163 28.6666
Si 3.9003 1.1202 28.6297
Si 7.636 1.1649 28.8595
Si 11.6572 0.9711 28.6938
Si 1.8671 7.466 28.4736
Si 5.7754 7.5327 28.7003
Si 9.5749 7.4378 28.5466
Si 13.4862 7.4351 28.7071
Si 1.9378 0.5361 29.8241
Si 5.7233 0.5344 30.0106
Si 9.6613 0.4866 29.872
Si 13.5621 0.4833 29.9563
Si 0.0019 6.909 29.8341
Si 3.7865 6.9391 29.8164
Si 7.7077 6.9409 29.8868
Si 11.509 6.9184 29.8677
Si 0.0197 4.5965 30.2348
Si 3.8768 4.6123 30.1823
Si 7.7373 4.6204 30.2533
Si 11.6072 4.589 30.2772
Si 1.9335 11.025 30.2498
Si 5.812 11.03 30.3022
Si 9.6666 10.9761 30.2393
Si 13.5627 10.9811 30.2861
Si 1.9575 4.0431 31.4686
Si 5.7892 4.0658 31.4809
Si 9.6651 4.0304 31.4969
Si 13.5545 4.0497 31.4986
Si 0.0223 10.4449 31.5145
Si 3.8599 10.4493 31.4986
Si 7.7448 10.4533 31.5136
Si 11.6011 10.4466 31.4972
Si 1.9339 1.7151 31.8912
Si 5.7653 1.7527 31.9949
Si 9.6704 1.6981 31.9142
Si 13.5404 1.7221 31.9543
Si 0.0065 8.1115 31.893
Si 3.8311 8.1143 31.888
Si 7.7203 8.1311 31.9296
Si 11.567 8.114 31.9135
Si 0 2.332 3.9167
Si 3.8672 2.332 3.9167
Si 7.7343 2.332 3.9167
Si 11.6015 2.332 3.9167
Si 1.9336 8.745 3.9167
Si 5.8008 8.745 3.9167
Si 9.6679 8.745 3.9167
Si 13.5351 8.745 3.9167
Si 1.9371 6.4187 4.3473
Si 5.7931 6.4183 4.3453
Si 9.68 6.4206 4.3312
Si 13.5368 6.4201 4.3398
Si -0.012 12.8381 4.313
Si 3.8627 12.8361 4.3097
Si 7.7317 12.8378 4.3307
Si 11.579 12.8387 4.2966
Si -0.0009 5.8549 5.5826
Si 3.8624 5.8778 5.6225
Si 7.747 5.8416 5.5503
Si 11.6046 5.8528 5.5882
Si 1.9267 12.3155 5.5517
Si 5.7839 12.2801 5.5519
Si 9.6761 12.2887 5.571
Si 13.4985 12.2841 5.5132
Si -0.008 3.5381 6.0062
Si 3.8894 3.5405 6.0235
Si 7.7719 3.5231 6.0181
Si 11.5961 3.526 6.0346
Si 1.9583 9.9685 5.9235
Si 5.8139 9.938 5.9785
Si 9.6595 9.954 5.9515
Si 13.5216 9.9543 5.9508
Si 1.9309 3.0561 7.2797
Si 5.8494 3.0102 7.2853
Si 9.6806 2.9711 7.3538
Si 13.5332 3.0042 7.2965
Si 0.0307 9.3504 7.0894
Si 3.8581 9.3945 7.1874
Si 7.7582 9.3441 7.2051
Si 11.584 9.3661 7.1645
Si -0.0202 7.0805 7.6203
Si 3.8398 7.082 7.6984
Si 7.7663 7.0192 7.5924
Si 11.5958 7.0452 7.6446
Si 1.8894 13.5272 7.5963
Si 5.7686 13.495 7.5787
Si 9.6975 13.4568 7.645
Si 13.4702 13.4777 7.5371
Si 1.8617 6.6693 8.9743
Si 5.84 6.5642 8.8697
Si 9.6836 6.396 8.8729
Si 13.5269 6.5484 8.8949
Si -0.0747 12.7963 8.671
Si 3.8113 13.0254 8.8402
Si 7.7205 12.7689 8.7058
Si 11.6367 12.9484 8.9171
Si 1.9203 4.3342 9.345
Si 5.9659 4.256 9.3483
Si 9.7021 4.1127 9.5163
Si 13.5378 4.2578 9.3728
Si 0.1088 10.4935 9.1138
Si 3.914 10.6803 9.1679
Si 7.7968 10.4761 9.2869
Si 11.6682 10.5423 9.1969
Si 0.013 3.5226 10.5104
Si 3.9398 3.9807 10.4981
Si 7.7795 3.4102 10.8062
Si 11.68 3.8493 10.8405
Si 2.0312 10.2954 10.4902
Si 5.7579 10.0599 10.4743
Si 9.8184 9.8921 10.4634
Si 13.6627 9.9283 10.3101
Si -0.3273 1.2317 10.5892
Si 4.1208 1.6554 10.7228
Si 7.3121 1.1016 10.6753
Si 12.0202 1.4207 10.9511
Si 2.1866 8.0216 10.9904
Si 6.2085 7.7299 10.9161
Si 9.4123 7.6123 10.8779
Si 13.5855 7.6144 11.0359
O 13.6245 13.9957 11.2827
O 4.2167 14.5598 14.786
O 3.3039 0.5229 25.3636
O 13.5813 0.0313 26.1882
O 0.8148 0.7814 11.6807
O 7.5032 10.6489 13.2021
O 15.5426 9.7677 25.428
O -4.4046 0.8442 21.0047
O 7.6147 0.1073 11.9679
O 5.7035 14.131 10.9052
O 9.9175 10.6653 11.9282
O 11.4029 16.4789 18.6441
O 19.5056 4.8194 11.9651
O 7.8113 7.709 10.933
O 10.6185 -4.1987 16.3186
O 2.6988 4.3204 18.2218
O 3.6423 20.2431 11.4747
O -2.7052 11.5306 13.8619
O 1.9621 11.2186 11.8882
O 14.4128 9.5074 13.2529
O 7.6073 3.6994 12.4702
O 11.1089 13.5098 12.0994
O 7.3729 5.5956 17.408
O -0.0668 16.4674 12.1843
O 17.3128 6.5319 24.9173
O 3.9656 6.5307 14.0675
O 5.8166 0.1439 26.2359
O 0.4362 -0.0374 21.3894
O 8.9845 9.9998 19.3839
O 1.9582 2.8404 25.4781
O 1.3372 8.5731 20.452
O 3.8747 9.4195 25.6812
O 11.719 9.2206 25.6125
O 9.8826 2.81 25.6139
O 5.9542 3.2787 25.2942
O -0.7831 -6.1137 11.9174
O 1.7422 -6.1136 22.2899
O 3.8857 6.2784 26.4373
O -0.7468 7.1809 21.533
O 13.5001 2.9888 25.4881
Si 3.8478 6.8476 15.6588
Si 11.595 5.8321 23.0614
Si 12.2533 -0.5487 15.2028
Si 12.5669 7.785 18.5905
Si -5.345 10.1377 15.9482
Si 9.7675 3.5068 18.8657
Si 13.3791 13.0959 17.7467
Si 1.4768 14.0042 21.6757
Si 8.5793 -1.5412 18.443
Si 9.1133 10.8556 13.3152
Si -0.2536 16.5206 16.4657
Si 20.315 8.6378 24.6284
Si -12.492 -11.1874 13.7165
Si 12.6178 21.0554 24.661
Si 8.0818 15.7777 13.8669
Si 2.7611 6.6196 23.5487
Si 15.0432 9.7797 23.8812
Si 3.368 0.8659 19.2461
Si -1.4244 23.9036 13.0031
Si 9.7442 -11.5897 25.1731
Si 21.1557 13.8363 14.9854
Si -5.9073 0.8043 20.3333
Si 8.8395 5.9704 17.975
Si -3.0248 14.1 21.7664
Si -9.9399 -0.7846 17.6732
Si 3.5598 -3.1516 16.9972
Si 13.09 16.1033 23.9293
Si 1.2307 12.4276 12.7232
Si -12.8957 8.0396 19.5239
Si 12.1804 3.0129 17.3359
Si 14.1438 -2.2718 19.0359
Si 5.3906 7.264 20.4973
Si 11.3147 6.401 12.7913
Si -0.7873 16.0414 21.4215
Si 10.3623 0.7866 13.5387
Si 0.3669 6.8917 13.0816
Si 14.5183 34.5189 14.751
Si 6.5769 16.0732 23.7686
Si 4.3495 6.3396 12.5056
Si 11.8074 -5.1644 15.7212
Si 29.2527 6.0498 20.8261
Si 8.033 -12.2923 22.9688
Si -14.7778 -1.9453 16.6963
Si 9.575 8.4765 19.4977
Si -7.5796 8.1623 21.9683
Si -5.7216 16.8616 16.1679
Si 6.5622 11.8866 12.7029
Si 20.0078 4.7442 21.9969
Si -6.8162 5.7236 23.7129
Si 0.7429 3.9567 13.5633
Si 16.188 0.9122 17.402
Si 1.9484 14.1365 24.8769
Si -0.8394 -0.9546 21.7949
Si 0.7068 7.859 21.789
Si 7.2773 -2.4588 23.8904
Si -13.6012 -7.2546 17.6009
Si -9.6183 -6.9793 17.8483
Si 3.9366 3.8412 19.1571
O 11.2758 3.4303 16.003
O 19.0793 -7.5693 23.2412
O 9.1665 -4.8769 20.9817
O 11.6559 -5.497 23.7061
O 5.4883 24.012 11.6981
O 0.6923 12.4808 16.3585
O -6.4688 10.7935 16.9322
O 9.4033 -0.2439 19.0647
O 7.3777 11.953 23.5036
O -0.849 4.6523 20.6511
O 21.365 6.805 12.2674
O 11.442 6.3429 26.3834
O 1.9048 14.1525 23.2484
O 5.3033 4.5192 18.6038
O -6.363 -9.6925 17.3945
O 14.8071 13.6806 18.2862
O 3.6589 4.1759 20.7385
O 11.0762 13.2162 25.5169
O -5.4415 -7.3835 22.8749
O 15.3335 11.9419 13.4497
O 15.2913 7.4442 14.5263
O 2.0463 13.572 18.308
O 25.3136 5.5919 16.7242
O 9.4873 13.7947 23.5941
O 19.6143 2.2563 18.9679
O 11.4755 6.6351 14.4369
O 16.0916 0.5288 25.4307
O -1.0446 -2.1209 20.6482
O 2.1233 13.0787 13.9279
O 6.976 -1.1716 18.361
O 0.3842 4.993 17.2398
O 8.8592 7.5317 18.3754
O 13.6519 7.2303 25.4845
O -3.2495 14.2416 17.7579
O -1.0111 3.4535 23.0392
O 3.8234 7.7132 20.5306
O 5.7404 9.7725 23.8534
O -2.1432 6.5977 19.3851
O 1.1975 18.3479 13.3672
O 18.2988 13.6856 20.8001
O -2.0323 2.266 20.8883
O 0.6323 8.9387 22.9904
O 7.8745 -2.75 25.3875
O 3.8368 7.8614 23.607
O 5.76 19.9091 18.9113
O 9.2127 30.6556 19.2679
O 2.0393 2.9848 13.8159
O -19.7522 -4.5261 19.3113
O -3.0978 7.0366 17.1301
O 7.013 14.5641 23.3595
O -3.0603 5.7924 21.6615
O -7.3167 9.5388 22.7974
O 3.8784 8.4541 15.9526
O -0.2051 9.9193 15.7276
O -10.3962 6.1527 16.4625
O 2.234 10.4462 16.4807
O -0.4849 11.2754 23.2666
O 8.367 0.393 21.3755
O 9.3861 2.0615 13.4804
O 3.5385 1.4025 12.2172
O 15.1861 16.7259 14.8384
O 6.8792 14.9314 14.6202
O 20.9326 16.4107 22.6379
O 0.6932 -10.4546 16.6803
O 4.8474 10.683 17.0374
O 5.5124 5.9036 21.3853
O 5.7715 13.1946 16.5019
O 1.3683 20.808 12.4222
O 13.5258 9.1136 18.5963
O 9.595 9.8155 14.4453
O 9.8151 6.8294 12.291
O 6.4736 8.3034 21.1377
O 12.2134 2.0784 23.2045
O 3.1726 -3.6949 18.486
O 17.4025 -6.0625 18.7151
O 16.1595 15.3743 21.1921
O 12.2399 7.4949 11.982
O -2.2169 -0.1164 21.9932
O 8.738 4.0431 14.8955
O -6.1692 2.3628 19.8997
O 11.4771 0.8182 14.7362
O -15.3713 10.7025 18.219
O 13.6803 11.1713 11.4359
O -4.1353 11.2211 16.0151
O -1.9754 -0.1554 16.1665
O 4.4808 -0.2704 18.844
O -6.0233 -0.4968 13.9056
O 5.7869 12.5891 13.9352
O 8.9825 6.2605 25.24
O -17.8604 11.7574 18.6353
O 7.7972 4.3376 23.739
O 5.8549 7.5495 25.383
O -3.8298 4.8632 12.221
O -1.9236 9.1646 23.716
O 17.938 -6.6654 16.2002
O 8.4103 13.4766 25.8781
O 23.2635 6.8884 22.9756
O -3.2063 4.6859 24.022
O 12.9982 8.6517 15.2271
O -1.7668 3.5169 17.051

Results
free energy: -248721.673 eV
free energy less fixed offsets of O -568.88, Si -635.61 eV per atom: -6.213 eV

Forces (eV/angstrom), in the order of the atoms: element, x, y, z
Si 0.0032 0.0032 -0.0091
Si -0.0073 -0.0012 -0.0131
Si -0.0009 0.0108 -0.0084
Si -0.0023 0.0026 -0.0063
Si -0.0057 0.0006 -0.0018
Si -0.0019 0.0071 -0.0032
Si -0.0088 -0.0046 -0.0041
Si 0.0016 0.0053 -0.0018
Si 0.0516 -0.2216 -0.1642
Si -0.0477 -0.0772 -0.0936
Si -0.0257 -0.2044 -0.0348
Si 0.0573 -0.1148 -0.0264
Si 0.0406 -0.1617 0.0391
Si -0.0239 -0.1977 -0.01
Si 0.0366 -0.131 0.0535
Si -0.0047 -0.198 -0.033
Si -0.0053 -0.0374 -0.0435
Si -0.008 -0.0378 -0.0413
Si 0.0053 -0.0413 -0.0389
Si 0.0046 -0.0239 -0.0434
Si -0.0088 -0.0067 -0.0105
Si -0.0001 -0.031 -0.0269
Si -0.0209 0.0146 -0.0182
Si -0.0023 -0.0144 -0.0267
Si 0.0559 0.0138 0.0873
Si -0.1236 0.0457 0.2186
Si 0.0426 0.0105 0.0903
Si -0.0296 0.0128 0.1172
Si -0.022 -0.011 0.037
Si -0.0676 -0.0264 -0.0371
Si -0.0252 -0.0051 0.1077
Si -0.0054 -0.04 -0.073
Si 0.0152 0.0246 0.0352
Si 0.012 -0.0377 -0.0257
Si 0.0097 0.0058 0.0023
Si -0.0095 -0.0293 -0.0249
Si 0.0122 -0.0012 -0.0225
Si 0.0311 0.0182 -0.0135
Si 0.0048 0.0017 -0.0205
Si -0.0023 0.0057 -0.0228
Si 0.0114 0.0187 0.0295
Si 0.0081 0.0065 0.0205
Si -0.0009 0.0399 0.0407
Si -0.0048 0.0054 0.0147
Si 0.012 -0.0158 0.0073
Si 0.0011 0.0102 0.0253
Si 0.0222 -0.0277 -0.0025
Si -0.0046 -0.001 0.0165
Si 0.0097 0.0653 0.1057
Si -0.063 0.0458 0.0909
Si 0.0374 0.0274 0.0101
Si 0.0073 0.0412 0.0604
Si 0.0037 -0.017 -0.0871
Si -0.0354 -0.0124 -0.112
Si 0.0205 0.0084 0.0305
Si -0.0631 -0.0358 -0.1902
Si -0.0113 0.0458 0.0771
Si -0.0169 0.0853 0.075
Si -0.0031 0.0461 0.0551
Si 0.0138 0.0792 0.074
Si -0.014 -0.0161 0.0094
Si -0.0235 -0.0445 -0.0058
Si -0.0103 -0.0209 -0.0011
Si 0.0007 -0.0043 0.0145
Si -0.0235 -0.1127 -0.0169
Si 0.0099 -0.0974 0.0004
Si -0.0289 -0.0842 0.0005
Si 0.0279 -0.1173 0.0002
Si 0.1243 -0.1078 0.0488
Si -0.0847 -0.1807 0.0795
Si 0.08 -0.0906 0.0007
Si -0.0029 -0.1302 0.0422
Si -0.0039 0.108 0.0826
Si -0.0186 0.0712 0.1295
Si -0.0166 0.1015 0.1001
Si 0.0058 0.0986 0.0973
Si 0.0232 0.07 0.0757
Si -0.0288 0.0721 0.0106
Si 0.0044 0.0556 0.0736
Si -0.0367 0.0701 0.0344
Si 0.0156 -0.0194 -0.0589
Si -0.0047 -0.0395 -0.1188
Si 0.0096 -0.021 -0.0797
Si -0.0042 -0.0061 -0.0619
Si 0.0044 -0.0337 -0.0553
Si 0.0069 -0.0053 -0.05
Si 0.025 -0.02 -0.059
Si -0.0065 -0.0014 -0.0495
Si 0.0012 0.0642 0.0431
Si -0.0051 0.0438 0.0389
Si -0.0138 0.0411 -0.0062
Si -0.004 0.0558 0.0356
Si -0.0113 0.0575 0.0147
Si 0.0135 0 -0.0188
Si -0.0361 0.0528 0.0362
Si 0.0045 0.019 -0.0071
Si 0.0016 0.0064 0
Si 0.0082 0.0177 -0.0086
Si -0.0039 -0.0054 0.0229
Si 0.0045 0.0159 -0.003
Si 0.0048 0.0103 -0.0074
Si -0.0018 0.0575 -0.0013
Si 0.0061 0.0172 -0.0109
Si 0.003 0.0232 -0.0035
Si -0.0151 -0.0034 0.0014
Si 0.0018 -0.0121 0.0581
Si -0.0108 0.0012 0.0041
Si 0.0055 -0.0132 0.0017
Si 0.0011 0.0014 -0.0041
Si -0.0167 -0.0105 0.0013
Si 0.0107 0.0119 -0.0065
Si -0.0001 -0.0097 -0.008
Si -0.0011 -0.0015 0.0337
Si 0.0082 -0.0022 0.0407
Si -0.0037 -0.0109 0.041
Si 0.0044 -0.0063 0.0324
Si 0 -0.0058 0.027
Si 0.0002 0.0015 0.0295
Si -0.0023 -0.0054 0.0265
Si -0.0045 -0.0128 0.0283
Si -0.0018 -0.0029 -0.0001
Si 0.0112 0.012 -0.0004
Si 0.0012 0.0003 -0.0027
Si -0.0015 0.0099 -0.0058
Si -0.0004 -0.001 -0.0058
Si 0.0058 -0.006 0.0113
Si 0.0015 -0.0078 -0.0119
Si 0.012 0.0113 0.0048
Si -0.0311 0.2004 0.2073
Si 0.0487 0.2595 0.2658
Si 0.0889 0.1449 0.26
Si -0.0599 0.2525 0.2725
Si 0.0926 0.0908 -0.2206
Si 0.0361 0.1028 0.0438
Si -0.0145 0.1092 -0.0889
Si -0.0168 0.0953 -0.0853
Si 0.0128 -0.0154 -0.0162
Si 0.0106 -0.0067 -0.02
Si -0.0074 -0.0122 -0.023
Si -0.0207 -0.0253 -0.0238
Si -0.0054 0.0047 0.007
Si -0.0082 0.0123 0.0024
Si 0.0075 -0.0075 -0.0003
Si -0.0115 0.0064 0.0041
Si -0.0032 0.0091 0.0109
Si -0.0179 0.0215 -0.0027
Si -0.0116 -0.0052 0.0504
Si 0.0307 0.0274 -0.0019
Si 0.0218 -0.0141 0.0012
Si -0.0079 -0.0069 -0.026
Si -0.0006 -0.003 -0.003
Si 0.0129 -0.0137 -0.0124
Si 0.0056 -0.0141 -0.0478
Si -0.0061 -0.0039 -0.0514
Si 0.0198 -0.0093 -0.0748
Si -0.0135 -0.0197 -0.0501
Si -0.0159 0.0305 -0.0271
Si 0.0081 0.0343 -0.0126
Si -0.01 0.025 -0.01
Si 0.0148 0.0107 -0.0341
Si 0.008 -0.0153 0.0067
Si -0.0061 0.015 -0.0467
Si -0.0009 -0.005 -0.0059
Si -0.0332 -0.002 -0.0208
Si -0.0031 0.0195 -0.0105
Si 0.0286 0.0157 -0.0223
Si 0.0057 -0.065 0.0093
Si -0.0078 0.005 -0.0158
Si 0.0094 -0.0244 0.0125
Si 0.0167 -0.0387 -0.0455
Si 0.0219 0.078 0.0173
Si -0.0362 -0.0508 -0.0197
Si -0.0254 -0.0131 -0.0171
Si -0.0168 -0.0565 -0.0323
Si 0.0117 -0.0032 -0.0073
Si 0.0315 -0.0349 -0.0046
Si -0.0614 -0.0337 0.0273
Si 0.0337 -0.0141 -0.0688
Si 0.0054 -0.0102 -0.0159
Si -0.0047 -0.0183 -0.0128
Si -0.0011 -0.037 -0.0477
Si 0.0306 -0.0544 -0.0493
Si 0.0475 -0.0077 0.0323
Si -0.0874 -0.0629 -0.0366
Si 0.0144 0.0209 0.0836
Si -0.0447 -0.0056 0.1423
Si 0.0496 0.0264 0.0927
Si -0.0188 0.0063 0.1152
Si 0.0119 0.0255 0.0039
Si -0.0412 0.0239 0.0194
Si -0.0425 0.0826 -0.0653
Si 0.0906 0.0429 -0.0519
Si 0.0023 -0.0079 -0.0694
Si 0.0323 -0.0946 -0.1346
Si 0.0208 0.0217 -0.1645
Si -0.0765 -0.0984 -0.173
Si 0.0241 -0.0905 -0.0207
Si 0.0376 -0.0425 0.0465
Si -0.0315 0.0255 -0.0348
Si -0.0217 -0.0838 0.027
Si -0.021 0.0912 0.0197
Si 0.0875 0.1324 0.0353
Si -0.0367 0.1382 -0.0851
Si 0.0337 0.1319 0.0219
Si -0.0367 0.0251 0.0101
Si -0.702 -0.008 -0.1889
Si 0.5698 -0.2224 -0.2651
Si 0.0897 0.0296 0.0483
O 0.0199 -0.0281 0.0003
O 0.0343 -0.002 0.0099
O -0.0328 0.0134 -0.0351
O 0.0171 0.0269 -0.0163
O 0.0099 -0.0253 0.0175
O 0.0773 0.0082 0.0055
O -0.015 -0.0309 -0.1019
O -0.0094 -0.0062 -0.0062
O 0.0007 -0.1264 0.0852
O -0.016 -0.0037 -0.072
O -0.0397 0.0277 0.0703
O -0.0088 -0.0022 -0.0003
O -0.0353 0.0329 0.0806
O 0.1338 0.1424 0.3102
O -0.0146 0.0187 -0.0053
O 0.006 0.0005 0.0084
O 0.0593 -0.0354 -0.023
O -0.0202 0.0069 0.0138
O -0.0294 0.0678 0.0523
O -0.011 0.05 0.0228
O 0.001 -0.0276 0.1692
O -0.0542 -0.0515 0.0447
O -0.0014 0.0045 0.0042
O 0.028 -0.0074 0.0621
O 0.004 0.039 -0.1222
O -0.0007 0.0182 0.0506
O 0.0184 0.0238 -0.0137
O -0.0118 -0.0023 -0.0074
O -0.0006 -0.0005 -0.0092
O -0.0007 -0.0873 -0.0693
O 0.0021 0.0045 -0.0158
O 0.0345 -0.0332 -0.0232
O 0.0462 -0.0586 -0.0523
O -0.0009 -0.0853 -0.0515
O 0.0381 -0.0528 -0.1591
O -0.0204 0.0426 0.0193
O -0.0198 0.0043 -0.0202
O -0.031 0.0161 0.0374
O -0.0017 -0.0119 -0.0109
O -0.0126 -0.0513 -0.1286
Si -0.0174 -0.0151 -0.0617
Si -0.0228 0.0003 0.0252
Si 0.0108 -0.0011 -0.0161
Si -0.0023 -0.0177 -0.022
Si 0.0089 -0.0198 0.0384
Si 0.0053 -0.0015 -0.0095
Si 0.0048 0.0036 0.0043
Si 0.0286 -0.0028 0.0419
Si -0.0048 -0.0014 0.0069
Si -0.0015 0.0633 0.0387
Si -0.0011 0.0111 -0.0343
Si -0.0031 0.0099 0.03
Si -0.0329 -0.0198 -0.0368
Si -0.0035 0.0451 0.0221
Si -0.014 0.0293 -0.0514
Si 0.0161 0.0018 0.0663
Si -0.0306 -0.033 0.036
Si -0.0044 -0.0009 -0.0097
Si 0.0611 -0.0085 -0.0094
Si 0.0321 0.0544 0.0181
Si 0.0201 -0.0079 -0.0144
Si -0.004 0.0013 -0.0028
Si 0.0018 0.0019 -0.0066
Si -0.0109 0.0189 0.008
Si -0.0003 0.0003 0.0032
Si -0.0135 -0.0011 -0.0214
Si -0.0064 0.0068 0.0724
Si 0.0235 -0.0249 -0.0123
Si -0.0008 -0.0053 -0.0019
Si 0.0139 0.0165 -0.0109
Si 0.0135 0.0007 -0.0109
Si 0.006 0.0117 -0.0067
Si 0.1101 -0.0441 -0.0094
Si -0.0018 -0.0017 0.0108
Si -0.0309 0.0621 -0.053
Si 0.0156 0.0113 -0.0707
Si 0.0202 -0.0473 -0.0295
Si -0.0137 0.0413 0.0748
Si -0.0404 0.0141 -0.0166
Si 0.0207 -0.0291 -0.0187
Si -0.0133 0.0065 0.0003
Si 0.0249 0.0084 0.0066
Si -0.0033 -0.0017 -0.0257
Si -0.0016 0.0018 -0.0106
Si -0.0043 0.0003 -0.0101
Si -0.008 0.014 -0.0297
Si -0.0802 0.0281 -0.0583
Si -0.0014 -0.008 0.03
Si -0.0091 -0.0021 0.0466
Si -0.0187 0.0213 -0.0326
Si 0.0129 0.0043 -0.0149
Si -0.0112 0.0386 0.002
Si 0.0082 -0.0041 0.0088
Si 0.0087 0.0027 -0.0039
Si -0.0187 -0.0228 0.0424
Si -0.0076 0.0006 -0.0242
Si 0.0016 -0.0002 -0.0185
Si -0.0048 -0.0003 -0.0051
O 0.0117 -0.0088 0.0017
O 0.0063 -0.0034 -0.0335
O 0.0036 0.001 -0.001
O -0.0131 -0.0276 -0.035
O 0.0353 0.0491 0.0295
O -0.003 -0.0061 -0.0016
O -0.0042 -0.0021 -0.0028
O -0.0038 -0.004 -0.0017
O 0.0114 0.0161 -0.0189
O 0.0059 0.003 -0.005
O -0.0268 -0.0261 0.0573
O -0.0257 0.012 0.0222
O -0.0095 -0.0133 -0.0668
O -0.0019 0 0.002
O -0.002 -0.0073 0.0186
O -0.0086 -0.0016 -0.0029
O -0.0024 -0.0077 -0.0224
O -0.0384 0.009 -0.0109
O 0.0242 0.0092 -0.0064
O -0.045 -0.0297 -0.0277
O -0.0214 0.0339 0.0267
O 0.0025 0.0004 0.0009
O -0.0065 0.0038 0.0034
O -0.0701 -0.0411 -0.059
O -0.0034 0.0007 -0.0009
O -0.0169 0.036 0.0656
O 0.0469 0.0253 -0.0138
O -0.0028 -0.0071 -0.0191
O 0.0172 0.0304 0.0164
O 0.0006 0.0011 -0.0084
O 0.0136 0.0038 0.0172
O 0.0006 0.0043 0.0034
O 0 0.0515 -0.051
O -0.0039 -0.0013 -0.0021
O 0.017 -0.0016 -0.0388
O 0.0035 -0.0027 -0.0073
O 0.0275 0.0105 -0.0045
O 0.0043 0.0038 0.0002
O 0.0064 -0.031 -0.0029
O 0.0044 0.0021 -0.0109
O 0.0075 0.0005 -0.0073
O -0.008 0 -0.0074
O -0.0225 -0.004 -0.1128
O -0.0183 -0.0077 -0.0182
O -0.0026 -0.0049 0.0102
O -0.0022 -0.0023 -0.0077
O 0.0258 -0.0196 -0.0065
O 0.0031 -0.002 0.0012
O -0.0014 0.0055 0.0109
O 0.0217 -0.0306 -0.0158
O 0.0215 -0.0005 -0.0152
O 0.0005 -0.0065 -0.0099
O -0.0027 0.0367 0.018
O 0.0211 0.0271 0.0287
O 0.0167 -0.0088 0.0193
O 0.0278 -0.0179 0.0055
O -0.0076 0.0008 -0.0262
O 0.0138 -0.0001 -0.0089
O 0.0183 -0.0505 0.0129
O -0.0563 -0.0227 0.1093
O -0.0142 -0.0098 0.0333
O -0.0327 -0.0322 0.0149
O -0.0069 0.0097 -0.019
O -0.0023 -0.0115 0.0047
O -0.004 0.0013 -0.0082
O 0.0019 0.0116 -0.0081
O -0.0048 -0.0048 0.0098
O -0.048 -0.0284 0.0397
O 0.0022 0.005 0.0049
O -0.0156 -0.0012 -0.0224
O -0.0061 0.0144 0.0656
O -0.0072 -0.0144 -0.0084
O -0.0033 -0.0201 -0.0353
O -0.0034 0.0003 -0.0015
O -0.0006 0.0013 0.0027
O -0.0069 0.0099 -0.0098
O -0.0001 -0.0264 -0.0365
O 0.0033 -0.0048 0.005
O 0.0198 0.0027 0.0195
O 0.0018 -0.0027 -0.002
O 0.0188 -0.0096 0.0324
O -0.018 -0.0024 0.0126
O -0.0012 -0.0114 0.0287
O -0.0096 -0.0132 -0.0084
O 0.0081 0.0049 0.0079
O -0.0006 -0.0008 -0.0082
O 0.0212 -0.0364 -0.0289
O 0.0052 0.0317 0.0079
O -0.0463 -0.0025 -0.1089
O 0.0038 -0.0103 0.0003
O -0.0216 -0.0104 -0.0136
O 0.0011 0.1321 -0.1259
O 0.0173 0.1386 0.1358
O 0.0338 0.0084 0.0149
O -0.0017 -0.0089 0.0196
O 0.0116 0.0017 0.019
O 0.0051 0.0065 -0.0109
O -0.0006 -0.0044 -0.0354
O -0.0278 -0.0005 0.008
O -0.012 -0.0112 0.0008

The program warned: the cutoff lies below the one the program advises for these potential files; the exchange-correlation potential is rough where the density is thin.
